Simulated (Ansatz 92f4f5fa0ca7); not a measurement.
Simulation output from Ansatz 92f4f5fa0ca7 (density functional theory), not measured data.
Periodic cell of 212 atoms, Si132O80, from a study of silicon, its oxide and their interface. The atomic structure is a simulated model.
Doubt: the cutoff is far below the 930 eV that the study's wrapper takes by default for these files, so forces and energies are approximate.
This geometry differs little from another in the collection (a relaxation step or a small displacement).

Settings
functional: PBE
potential files: Ansatz PAW
basis: plane waves
wave-function cutoff: 580 eV
density cutoff ratio: 5
exchange-correlation grid ratio: 1
k mesh: 1 x 1 x 1, Gamma-centred
self-consistency stop: 5e-08 eV per atom in the density residual
occupations: fixed
spin: none
net charge: 0

Cell vectors (angstrom)
a	10.938	0	0
b	0	10.938	0
c	0	0	31.153

Atoms: element, x, y, z (angstrom)
Si	-0.4957	0.3038	23.7835
Si	6.1432	-0.4341	23.5686
Si	2.2408	3.2509	23.8574
Si	8.8064	2.1652	23.8922
Si	0.4309	4.8633	23.981
Si	5.0876	6.0018	23.6262
Si	3.3131	7.7261	23.7489
Si	7.9036	8.7479	23.7518
Si	1.3688	1.3121	24.9056
Si	6.9078	1.3049	24.9896
Si	4.1446	4.1768	24.9083
Si	9.5956	3.9812	25.1654
Si	1.444	6.7989	24.9511
Si	6.8729	6.9046	24.9
Si	4.2764	9.5702	24.863
Si	9.5366	9.6177	25.1958
Si	2.7971	-0.0417	26.2616
Si	8.1734	0.0236	26.4912
Si	0.0738	2.6361	26.44
Si	5.4829	2.7331	26.2838
Si	2.767	5.453	26.3869
Si	8.1863	5.4797	26.3287
Si	0.0446	8.1653	26.3437
Si	5.5171	8.2042	26.366
Si	4.1018	1.3673	27.7348
Si	9.5708	1.3673	27.7348
Si	1.3673	4.1018	27.7348
Si	6.8362	4.1018	27.7348
Si	4.1018	6.8362	27.7348
Si	9.5708	6.8362	27.7348
Si	1.3673	9.5708	27.7348
Si	6.8362	9.5708	27.7348
Si	0	0	29.102
Si	5.469	0	29.102
Si	2.7345	2.7345	29.102
Si	8.2035	2.7345	29.102
Si	0	5.469	29.102
Si	5.469	5.469	29.102
Si	2.7345	8.2035	29.102
Si	8.2035	8.2035	29.102
Si	1.3673	1.3673	30.4693
Si	6.8362	1.3673	30.4693
Si	4.1018	4.1018	30.4693
Si	9.5708	4.1018	30.4693
Si	1.3673	6.8362	30.4693
Si	6.8362	6.8362	30.4693
Si	4.1018	9.5708	30.4693
Si	9.5708	9.5708	30.4693
Si	2.7345	0	0.6835
Si	8.2035	0	0.6835
Si	0	2.7345	0.6835
Si	5.469	2.7345	0.6835
Si	2.7345	5.469	0.6835
Si	8.2035	5.469	0.6835
Si	0	8.2035	0.6835
Si	5.469	8.2035	0.6835
Si	4.1018	1.3673	2.0507
Si	9.5708	1.3673	2.0507
Si	1.3673	4.1018	2.0507
Si	6.8362	4.1018	2.0507
Si	4.1018	6.8362	2.0507
Si	9.5708	6.8362	2.0507
Si	1.3673	9.5708	2.0507
Si	6.8362	9.5708	2.0507
Si	0	0	3.418
Si	5.469	0	3.418
Si	2.7345	2.7345	3.418
Si	8.2035	2.7345	3.418
Si	0	5.469	3.418
Si	5.469	5.469	3.418
Si	2.7345	8.2035	3.418
Si	8.2035	8.2035	3.418
Si	1.3805	1.3525	4.7444
Si	6.8035	1.4225	4.8633
Si	4.0752	4.1262	4.7544
Si	9.5766	4.1244	4.8626
Si	1.3533	6.8149	4.832
Si	6.8246	6.8518	4.7339
Si	4.056	9.5944	4.8368
Si	9.4705	9.6571	4.6927
Si	2.6896	0.0405	6.2386
Si	8.1351	-0.0109	6.2134
Si	0.0624	2.6954	6.1539
Si	5.4697	2.8963	6.2176
Si	2.6602	5.3347	6.2208
Si	8.1994	5.5865	6.2001
Si	-0.0868	8.3114	5.9881
Si	5.3964	8.136	6.115
Si	3.7675	1.7988	7.4193
Si	10.0088	0.9367	7.3265
Si	1.8508	3.4428	7.5505
Si	6.3436	4.8339	7.4313
Si	4.4333	6.3441	7.3525
Si	9.0175	7.5644	7.2627
Si	0.7242	10.0875	7.2982
Si	7.1216	9.0837	7.3774
O	0.6653	9.4795	8.8591
O	1.2783	3.6135	9.0988
O	9.7308	1.393	8.9105
O	6.5992	9.1993	8.9578
O	4.5201	1.1857	8.7812
O	3.8354	6.6139	8.8827
O	6.7466	4.9496	9.0715
O	9.4752	7.6492	8.8796
O	2.2719	3.2301	22.1604
O	6.0025	11.0755	21.991
O	8.4282	2.6917	22.375
O	0.0126	4.6767	22.3434
O	8.7089	8.4756	22.3018
O	2.8697	8.1941	22.206
O	5.6325	5.7112	22.0693
O	10.5744	10.4489	22.2979
Si	1.3401	4.3685	21.4107
Si	1.4821	3.7149	15.6746
Si	8.7418	0.6993	10.0052
Si	6.187	0.8399	20.5237
Si	0.3203	13.4001	19.3435
Si	4.04	6.755	10.4942
Si	10.0734	9.0527	21.5772
Si	3.6064	7.585	18.9881
Si	8.6	5.4713	19.3843
Si	5.0747	14.0893	19.0615
Si	0.1276	10.6039	14.5627
Si	6.0426	9.2381	10.4972
Si	-2.5105	1.9576	12.9571
Si	4.7943	10.2732	18.1169
Si	8.2473	0.1538	15.3473
Si	6.1033	3.6338	14.001
Si	12.7439	7.3982	21.2506
Si	-3.7929	8.7139	16.6963
Si	0.4622	2.3398	13.21
Si	5.8916	6.6257	14.8399
Si	3.1238	6.3814	16.2495
Si	6.9848	13.4035	16.5564
Si	1.3823	3.767	10.7184
Si	7.9512	5.2102	10.1239
Si	1.0629	6.809	11.5366
Si	7.4719	7.4781	12.3484
Si	8.7816	2.524	20.8073
Si	2.7447	12.7169	17.77
Si	5.6714	5.9071	20.4479
Si	5.6426	1.1907	9.9703
Si	4.4765	3.7827	11.4773
Si	-0.6108	7.8895	13.7013
Si	-0.5997	8.836	9.6879
Si	-1.2975	3.8371	17.062
Si	0.5622	8.3217	16.2855
Si	-1.373	8.2367	18.7814
O	4.7519	3.6469	13.0867
O	9.2987	-0.8777	10.0882
O	1.9104	7.4428	16.2226
O	1.3574	3.3988	14.0768
O	8.1558	8.4973	17.9706
O	5.0551	4.6202	19.7001
O	0.8497	5.2526	11.1238
O	2.1215	5.799	21.4518
O	-0.0019	4.249	16.1616
O	4.715	5.3643	11.0696
O	-1.3368	6.7683	19.5475
O	6.2561	7.3669	13.4303
O	3.6413	3.0163	18.3242
O	5.8	9.5805	17.0387
O	8.9073	7.4146	13.0931
O	5.433	2.6259	10.7619
O	11.2543	7.908	21.6731
O	6.2959	13.8527	17.9698
O	-3.6914	8.8836	11.5522
O	0.6529	2.6025	11.6103
O	7.4465	11.8345	16.5743
O	-0.7065	2.7266	18.1044
O	5.9396	2.6618	15.3081
O	10.2898	1.9043	20.5446
O	4.7808	7.2151	20.0613
O	5.4178	-0.2067	10.8256
O	5.1916	2.1234	20.3311
O	9.864	11.2718	15.4624
O	-3.1164	11.6868	13.888
O	3.736	6.511	17.7624
O	9.2205	4.378	10.048
O	7.4583	6.2606	11.2441
O	0.9751	14.8163	19.8985
O	3.809	11.4772	17.545
O	-3.0495	9.5114	15.4756
O	2.1207	7.6122	19.674
O	7.3283	3.1685	13.0089
O	8.3875	3.2401	16.2035
O	-2.0173	16.0243	17.8269
O	0.6482	7.0187	13.1035
O	8.7299	4.0565	20.2078
O	7.1645	6.0991	19.8283
O	-4.2335	7.2599	16.1063
O	2.9479	3.4864	11.0933
O	2.5795	4.8813	15.9393
O	4.2854	6.7201	15.145
O	11.0259	7.935	10.8502
O	11.828	11.7613	13.6994
O	5.7478	10.7203	19.3644
O	-0.1019	8.4135	17.7662
O	2.6333	7.1115	11.2359
O	-0.4284	-1.429	13.466
O	1.9937	24.2096	16.4192
O	7.7065	1.4147	20.2436
O	1.5368	12.4032	18.8647
O	-4.5461	5.0946	14.6465
O	-3.7327	1.022	9.4441
O	9.7379	9.3293	19.9965
O	-5.9931	8.0728	10.7432
O	1.0205	9.7878	15.6717
O	-1.1189	2.5535	13.548
O	3.7453	9.1272	18.5396
O	-0.5738	7.6398	15.3173
O	8.7433	1.3331	11.4938

Results
free energy: -129407.083 eV
free energy less fixed offsets of O -568.88, Si -635.61 eV per atom: 3.837 eV

Forces (eV/angstrom), in the order of the atoms: element, x, y, z
Si	-0.0014	0.0027	0.006
Si	0.0015	-0.0044	0.01
Si	-0.0005	0.0014	0.0067
Si	0.0019	-0.0058	0.0103
Si	0.0005	-0.004	0.0059
Si	-0.0044	0.0018	0.0087
Si	0.0019	-0.003	0.0067
Si	-0.0062	0.0016	0.0066
Si	-0.0009	0	-0.0011
Si	-0.0001	-0.0009	-0.0012
Si	-0.0011	-0.0009	-0.0009
Si	0.0002	-0.0005	-0.0014
Si	0	0.0015	0.0001
Si	-0.0008	-0.0008	-0.0007
Si	-0.001	-0.0015	-0.0009
Si	-0.0007	-0.0001	-0.0007
Si	0.0005	0.0007	-0.0001
Si	0.0001	0.0002	-0.0011
Si	0.0011	0.0006	-0.0011
Si	0.0002	0.001	-0.0004
Si	0.0015	0.0004	-0.0017
Si	0.0007	0.001	-0.0005
Si	0.0006	0.0002	-0.0007
Si	0.0004	0.0005	-0.0018
Si	0.0276	0.0149	-0.6593
Si	0.1002	-0.0209	0.8572
Si	0.3104	-0.178	0.2456
Si	-0.1241	0.003	-0.3968
Si	0.1464	0.1533	0.0521
Si	0.0655	-0.0892	-0.3027
Si	0.3359	-0.0357	-0.4749
Si	-0.2093	-0.1814	0.6767
Si	-0.1217	0.0574	0.0284
Si	0.0015	-0.0961	0.0263
Si	-0.0246	0.1007	0.026
Si	0.1483	0.0418	0.0202
Si	-0.0731	-0.0519	-0.0175
Si	-0.0427	0.0303	0.0042
Si	0.0626	0.0612	0.0078
Si	-0.0408	0.0912	0.0141
Si	0.024	-0.0493	-0.0007
Si	-0.0283	0.0359	-0.0465
Si	0.0346	-0.0405	0.0129
Si	-0.0118	0.0128	-0.0118
Si	0.0098	-0.0002	-0.0411
Si	0.0656	-0.0528	-0.0048
Si	-0.0611	0.0191	-0.0159
Si	0.092	-0.0916	0.0014
Si	0.0388	-0.0211	0.0329
Si	-0.0431	0.0565	0.0088
Si	-0.0788	0.0402	-0.017
Si	0.0519	-0.0324	0.0205
Si	-0.0392	0.0184	0.018
Si	0.0268	0.014	0.0382
Si	-0.0129	-0.0064	0.025
Si	-0.068	0.0999	-0.0242
Si	-0.0331	0.0322	-0.031
Si	0.1795	0.0349	-0.0294
Si	0.0089	-0.0614	0.0142
Si	-0.0481	-0.0142	0.0018
Si	0.0996	0.008	-0.0174
Si	-0.0129	0.0247	0.0036
Si	-0.1257	-0.0783	0.0009
Si	0.0414	-0.1417	-0.0331
Si	-0.0954	0.199	-0.4931
Si	-0.1159	0.2145	0.5539
Si	0.1503	-0.1208	-0.3252
Si	0.0466	0.0949	0.5729
Si	-0.1052	-0.0227	0.3137
Si	-0.084	0.0093	-0.3414
Si	-0.0853	-0.0831	0.4063
Si	-0.2599	0.0925	-0.6375
Si	0.0024	0.0067	-0.0048
Si	-0.0139	0.0013	0.007
Si	-0.0073	-0.016	-0.0062
Si	-0.0009	-0.0134	-0.0164
Si	0.0032	0.0109	0.0005
Si	-0.013	-0.0191	-0.0051
Si	-0.0074	-0.0038	-0.0017
Si	0.0115	-0.0023	-0.0006
Si	-0.0027	0.0033	0.0058
Si	-0.0095	0.0056	-0.0063
Si	-0.0113	0.0006	0.0081
Si	0.0229	-0.0039	-0.0354
Si	-0.0007	-0.0104	-0.0033
Si	0.0198	0.0493	0.0214
Si	0.0049	0.042	-0.0164
Si	-0.0108	0.0097	0.0053
Si	-0.0003	0.0205	0.0031
Si	0.007	-0.0032	-0.0445
Si	0.0174	-0.0213	-0.0244
Si	-0.0827	-0.1267	-0.0547
Si	0.0225	0.022	-0.0351
Si	0.0046	0.0052	0.0133
Si	-0.0017	0.024	-0.1399
Si	-0.0028	-0.0248	-0.0548
O	0.0216	-0.0327	0.125
O	-0.0119	0.0134	0.0295
O	0.0021	0.0355	0.0412
O	-0.0161	-0.01	0.0411
O	0.018	-0.0086	0.0211
O	-0.0003	-0.0021	0.033
O	-0.1872	0.0697	-0.1374
O	0.2058	0.2964	0.238
O	-0.0023	0.0001	-0.0092
O	-0.0006	0.0047	-0.0141
O	-0.0028	0.0036	-0.0165
O	-0.0001	-0.0011	-0.0088
O	0.0057	-0.0006	-0.0085
O	-0.0038	0.001	-0.0099
O	0.0034	-0.002	-0.0137
O	-0.0003	-0.005	-0.0085
Si	-0.0003	-0.0008	0.0112
Si	0.0011	-0.0018	0.0141
Si	0.0035	-0.0435	-0.0482
Si	0.0026	-0.0035	0.0128
Si	-0.0001	0.0031	0.013
Si	-0.0408	-0.0138	-0.031
Si	-0.0008	0.0007	0.0123
Si	-0.0031	0.0014	0.0137
Si	-0.0037	-0.0013	0.01
Si	-0.0018	-0.0001	0.0094
Si	0.0038	-0.0017	0.0107
Si	-0.0196	0.0504	-0.0772
Si	-0.0336	-0.0091	0.0228
Si	-0.0035	0.0014	0.0087
Si	-0.0033	-0.0001	0.0082
Si	-0.0134	-0.0219	0.007
Si	0.0013	-0.0002	0.0106
Si	-0.0044	0.009	0.021
Si	0.0142	-0.0067	0.0195
Si	-0.0194	-0.0082	0.0403
Si	-0.0055	0.0026	0.0148
Si	-0.004	0.0021	0.0117
Si	0.036	-0.0238	-0.0396
Si	-0.4166	-0.0648	0.037
Si	0.0342	0.0243	-0.0162
Si	0.0372	0.2374	0.202
Si	-0.0027	-0.0026	0.0103
Si	0.0007	-0.0046	0.0082
Si	-0.0004	-0.0002	0.0144
Si	-0.0251	0.0288	-0.0312
Si	0.0291	-0.0414	-0.0223
Si	0.0663	0.0267	0.0311
Si	-0.1984	-0.2948	-0.2817
Si	-0.0024	-0.0002	0.0133
Si	0.0007	-0.005	0.0126
Si	0.0012	-0.0009	0.0151
O	-0.0064	0.0043	0.0075
O	-0.0017	0.013	0.0211
O	0.0029	-0.0034	-0.0034
O	0.0022	0.0103	-0.003
O	-0.0053	-0.0001	-0.0069
O	-0.0037	-0.0057	-0.0053
O	-0.0346	-0.0337	-0.006
O	-0.0002	-0.0001	-0.0047
O	0.0024	-0.0014	-0.0083
O	0.0527	0.0096	0.006
O	-0.0011	0.0004	-0.0029
O	-0.0352	-0.0154	0.0144
O	-0.0038	-0.0002	-0.0036
O	0.0056	-0.007	-0.0062
O	-0.0446	-0.0435	-0.0412
O	-0.0221	0.0095	0.0166
O	-0.002	-0.0006	-0.0029
O	0.0034	-0.0015	-0.0089
O	0.0298	0.0341	-0.0105
O	-0.037	0.0045	-0.0208
O	0.0018	-0.0058	-0.0027
O	-0.0045	0.0012	-0.0081
O	-0.0035	0.0027	-0.0069
O	0.0008	-0.0009	-0.0058
O	-0.0041	0.002	-0.006
O	0.0037	-0.0321	0.023
O	-0.0037	0.0021	-0.0049
O	-0.002	0.0009	-0.0002
O	-0.002	-0.0043	-0.0058
O	-0.0019	-0.0053	-0.012
O	0.4852	-0.0986	0.1806
O	0.052	-0.213	-0.1549
O	-0.0028	-0.0051	-0.0089
O	-0.0025	0.0003	-0.0024
O	0.0034	-0.0017	-0.0179
O	0.001	-0.0013	-0.0079
O	0.0247	0.0116	-0.0054
O	-0.0027	-0.0009	-0.0065
O	0.0009	-0.0039	-0.009
O	-0.0031	-0.0284	0.0889
O	-0.0006	0.0044	-0.0059
O	0.0035	-0.0011	-0.0062
O	-0.0062	-0.0114	-0.0157
O	0.0103	0.0075	0.0101
O	-0.0026	-0.0044	-0.0043
O	0.0123	0.001	-0.0104
O	-0.0214	0.078	0.0063
O	0.0055	-0.0194	-0.0015
O	-0.0042	-0.0037	-0.0076
O	-0.0005	0.0011	-0.0003
O	0.0049	0.0129	0.0238
O	-0.0117	-0.0009	-0.017
O	-0.0053	0.0036	-0.01
O	-0.0018	-0.0008	-0.0036
O	0.0022	-0.002	-0.0055
O	0.0093	0.0067	-0.0091
O	0.0053	0.0014	-0.0013
O	-0.0027	-0.0026	-0.0107
O	0.0434	0.0213	0.0136
O	0.0013	0.0106	-0.007
O	-0.0133	0.0211	0.0006
O	-0.0009	0.0008	-0.0031
O	-0.0099	-0.0041	-0.0011
O	0.0096	0.0482	0.0061

The program warned: the cutoff lies below the one the program advises for these potential files; the exchange-correlation potential is rough where the density is thin.
